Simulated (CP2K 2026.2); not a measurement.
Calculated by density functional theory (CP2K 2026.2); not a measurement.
Periodic cell of 505 atoms, Si360O143H2, from a study of silicon, its oxide and their interface. The atomic structure is a simulated model.
Doubt: the forces sum to 1.99 eV/angstrom along one axis rather than to zero, so they err by at least 0.0039 eV/angstrom per atom on average; the grid cutoff is modest.

Settings: functional PBE; method Gaussian and plane waves; basis set DZVP-MOLOPT-SR-GTH; pseudopotentials GTH-PBE; grid cutoff 350 Ry, relative cutoff 50 Ry; k points Gamma only; occupations fixed; spin none; net charge 0.

Cell vectors (angstrom)
a 16.32 0 0
b 0 16.32 0
c 1.7276 3.8678 34.0779

Atoms and the computed forces on them: element, x, y, z (angstrom), force x, y, z (eV/angstrom)
Si 1.255 15.3 0.068 0.071 -0.055 -0.157
Si 4.37 1.05 0.101 -0.103 0.116 -0.15
Si 1.195 4.21 0.085 -0.014 -0.059 -0.199
Si 3.888 7.005 0.083 0.146 -0.154 -0.309
Si 3.323 13.134 34.074 -0.034 0.225 -0.256
Si 4.194 12.027 0.193 -0.113 -0.042 -0.164
Si 6.521 15.098 0.099 -0.076 0.046 -0.123
Si 9.276 1.543 0.008 0.074 -0.143 -0.381
Si 7.071 3.782 0.086 -0.148 0.163 -0.331
Si 9.573 6.703 0.207 -0.07 0.043 -0.348
Si 6.431 9.786 0.183 0.173 -0.151 -0.219
Si 9.75 12.1 0.221 -0.069 0.024 -0.366
Si 12.611 14.563 0.151 -0.098 0.199 -0.468
Si 15.266 1.107 0.039 -0.033 0.178 -0.271
Si 11.829 4.354 0.008 0.144 0.021 -0.437
Si 17.084 10.36 34.035 -0.123 -0.059 -0.272
Si 11.936 9.89 0.081 0.057 -0.015 -0.579
Si 14.912 12.467 0.199 0.138 0.07 -0.456
Si 2.743 16.374 1.517 0.092 0.019 -0.316
Si 5.5 2.658 1.426 -0.012 -0.12 -0.224
Si 2.763 5.385 1.393 -0.068 0.121 -0.15
Si 5.435 8.107 1.475 -0.072 0.127 -0.144
Si 2.625 10.871 1.454 0.011 -0.143 -0.165
Si 5.382 13.597 1.505 0.054 -0.051 -0.274
Si 8.161 16.272 1.362 -0.098 0.023 -0.125
Si 10.861 2.675 1.344 -0.072 0.018 -0.029
Si 8.104 5.413 1.475 -0.019 -0.129 -0.18
Si 10.833 8.273 1.416 0.046 -0.029 -0.121
Si 8.102 10.916 1.461 0.048 -0.012 -0.278
Si 10.974 13.58 1.529 0.044 -0.048 -0.133
Si 13.681 16.282 1.387 0.011 -0.101 -0.229
Si 16.333 2.701 1.443 -0.041 -0.103 -0.265
Si 13.619 5.408 1.232 -0.021 0.067 -0.201
Si 16.353 8.106 1.359 0.076 -0.035 -0.16
Si 13.653 10.873 1.393 -0.108 -0.01 -0.045
Si 0.094 13.699 1.472 0.015 0.135 -0.276
Si 1.401 1.424 2.851 0.011 0.039 0.136
Si 4.122 4.045 2.77 0.032 -0.009 -0.04
Si 1.387 6.762 2.784 0.097 0.076 0.08
Si 4.045 9.503 2.823 -0.045 -0.003 0.093
Si 1.342 12.258 2.83 0.064 -0.076 0.067
Si 4.029 14.939 2.867 -0.031 -0.063 0.131
Si 6.833 1.304 2.821 0.047 -0.068 0.091
Si 9.528 4.046 2.782 0.08 0.023 0.231
Si 6.774 6.759 2.844 -0.003 0.056 -0.004
Si 9.466 9.534 2.833 -0.076 0.095 0.079
Si 6.804 12.283 2.849 -0.012 0.058 0.189
Si 9.551 14.973 2.777 -0.002 0.021 0.022
Si 12.266 1.336 2.71 -0.026 0.021 -0.042
Si 14.904 4.051 2.731 -0.057 0.094 0.089
Si 12.29 6.841 2.67 -0.041 -0.139 0.068
Si 14.977 9.469 2.738 0.035 -0.042 -0.006
Si 12.321 12.204 2.86 0.017 -0.02 0.175
Si 15.018 15.003 2.849 0.033 0.006 0.155
Si 16.365 16.366 4.222 -0.053 -0.078 -0.079
Si 2.769 2.754 4.206 -0.076 -0.056 0.023
Si 16.297 5.407 4.132 0.032 0.017 -0.124
Si 2.712 8.128 4.218 0.016 0.013 -0.211
Si 16.301 10.855 4.146 -0.01 0.048 0.019
Si 2.704 13.568 4.241 0.034 0.046 -0.037
Si 5.441 16.293 4.208 0.047 0.051 -0.1
Si 8.184 2.691 4.201 0 0.013 -0.17
Si 5.428 5.404 4.191 -0.007 0.006 0.06
Si 8.14 8.136 4.191 0.101 0.007 0.047
Si 5.434 10.879 4.197 -0.021 -0.055 -0.151
Si 8.2 13.628 4.19 -0.078 -0.061 -0.007
Si 10.911 16.332 4.136 -0.029 -0.017 0.043
Si 13.579 2.698 4.135 0.059 0.065 0.007
Si 10.922 5.461 4.107 -0.021 -0.069 -0.181
Si 13.621 8.14 4.136 -0.067 -0.025 -0.021
Si 10.883 10.867 4.194 0.052 0.027 -0.042
Si 13.657 13.605 4.216 -0.003 -0.014 -0.076
Si 1.35 14.944 16.562 -0.01 0.03 0.051
Si 4.078 17.675 16.528 -0.021 0.001 0.025
Si 1.383 4.084 16.544 -0.007 -0.03 0.048
Si 4.071 6.773 16.55 0.039 0.037 0.045
Si 1.37 9.512 16.554 0.01 -0.031 0.041
Si 4.069 12.228 16.543 0.004 0.013 0.021
Si 6.822 14.936 16.527 0.03 -0.027 0.015
Si 9.552 17.667 16.539 -0.021 -0.006 0.026
Si 6.81 4.074 16.532 -0.02 0.018 0.02
Si 9.529 6.777 16.521 -0.018 -0.001 0.034
Si 6.818 9.518 16.501 -0.039 -0.003 0.018
Si 9.535 12.225 16.542 0.029 0.011 0.014
Si 12.284 14.97 16.53 -0.06 -0.031 0.049
Si 14.971 17.651 16.572 0.04 0.039 0.057
Si 12.267 4.037 16.536 0.048 -0.011 0.018
Si 14.972 6.801 16.571 0.002 -0.015 0.041
Si 12.257 9.51 16.578 -0.003 0 0.034
Si 14.965 12.227 16.561 -0.018 -0.008 0.057
Si 2.741 16.298 17.909 -0.017 0.056 0.07
Si 5.406 2.749 17.892 0.076 -0.042 -0.012
Si 2.709 5.435 17.969 -0.021 -0.016 -0.02
Si 5.474 8.147 17.858 -0.004 0.015 0.075
Si 2.689 10.901 17.937 0.049 -0.005 0.071
Si 5.474 13.56 17.897 -0.069 0.03 -0.005
Si 8.169 16.315 17.891 0.038 -0.039 0.081
Si 10.957 2.649 17.93 -0.042 0.082 0.018
Si 8.2 5.402 17.906 -0.033 0.04 0.075
Si 10.856 8.138 17.911 0.073 -0.015 0.046
Si 8.149 10.871 17.904 -0.024 -0.045 -0.02
Si 10.913 13.615 17.87 -0.005 0.072 0.094
Si 13.631 16.28 17.979 -0.028 0.014 -0.003
Si 16.352 2.715 17.904 -0.009 -0.015 0.092
Si 13.597 5.415 17.91 0.005 -0.052 0.071
Si 16.347 8.157 17.954 -0.015 0.035 -0.026
Si 13.648 10.846 17.964 -0.004 0.031 0.129
Si 16.272 13.619 17.955 0.081 -0.087 -0.016
Si 1.382 17.667 19.293 0.065 0.085 -0.091
Si 4.074 4.077 19.338 0.01 -0.042 -0.016
Si 1.369 6.817 19.358 0.015 -0.025 -0.025
Si 4.147 9.543 19.22 0.045 0.037 -0.137
Si 1.263 12.241 19.329 -0.081 -0.114 -0.06
Si 4.11 14.909 19.253 0.052 -0.013 -0.119
Si 6.755 17.68 19.212 -0.077 0.026 -0.151
Si 9.586 4.016 19.259 -0.022 0.008 -0.15
Si 6.817 6.782 19.257 -0.012 -0.036 -0.041
Si 9.472 9.494 19.272 -0.017 -0.094 -0.022
Si 6.834 12.235 19.309 -0.02 0.017 -0.015
Si 9.573 14.98 19.269 0.047 0.024 -0.016
Si 12.297 17.624 19.376 -0.055 0.008 0.018
Si 15 4.086 19.283 0.066 0.054 -0.118
Si 12.195 6.743 19.277 -0.066 -0.023 -0.046
Si 15.015 9.471 19.391 -0.049 0.127 -0.06
Si 12.273 12.285 19.26 0.127 0.024 -0.142
Si 14.964 14.954 19.424 -0.039 -0.051 0.042
Si 16.375 16.341 20.731 0.074 0.055 0.243
Si 2.723 2.709 20.717 -0.034 -0.085 0.278
Si 16.288 5.478 20.731 -0.14 -0.038 0.112
Si 2.824 8.209 20.597 0.091 -0.023 0.163
Si 16.281 10.905 20.849 -0.015 -0.029 0.291
Si 2.701 13.58 20.592 0.029 0.07 0.225
Si 5.429 16.321 20.599 0.002 -0.038 0.217
Si 8.172 2.656 20.53 0.03 -0.016 0.242
Si 5.453 5.446 20.669 0.016 0.131 0.307
Si 8.149 8.117 20.694 -0.05 0.051 0.153
Si 5.492 10.859 20.674 0.008 -0.087 0.248
Si 8.201 13.633 20.63 0.053 0.062 0.314
Si 10.92 16.277 20.772 -0.143 -0.016 0.3
Si 13.711 2.685 20.673 0.138 -0.032 0.135
Si 10.877 5.359 20.704 0.097 0.072 0.209
Si 13.56 8.069 20.642 0.056 -0.16 0.094
Si 10.84 10.93 20.498 -0.137 0.113 0.158
Si 13.567 13.589 20.806 -0.147 -0.039 0.213
Si 1.633 15.134 22.014 -0.043 -0.148 0.287
Si 3.847 17.366 22.019 0.111 -0.01 0.269
Si 1.17 3.945 22.031 -0.011 -0.051 0.219
Si 4.365 7.107 22.011 -0.049 -0.07 0.108
Si 1.754 9.776 21.958 -0.099 0.073 0.272
Si 3.872 12.041 21.908 -0.103 0.031 0.384
Si 7.057 15.255 21.928 -0.045 -0.017 0.127
Si 9.254 17.462 21.982 0.034 0.032 0.064
Si 7.042 4.182 21.874 -0.031 -0.107 0.278
Si 9.215 6.461 22.007 0.055 -0.097 0.322
Si 6.615 9.281 22.087 -0.04 -0.029 0.17
Si 9.759 12.443 21.952 -0.172 -0.077 0.102
Si 11.972 14.656 22.22 0.039 0.125 0.121
Si 15.339 17.987 22.096 -0.097 -0.107 0.347
Si 12.495 4.167 21.981 -0.089 0.123 0.23
Si 14.599 6.493 22.108 0.046 0.147 0.354
Si 12.257 9.633 21.753 0.125 -0.012 0.073
Si 14.474 11.908 22.214 0.424 0.095 0.036
Si 15.272 17.08 25.091 0.164 0.161 0.499
Si 7.097 12.778 29.324 -0.166 -0.114 -0.27
Si 11.041 18.686 24.224 -0.066 0.174 0.335
Si 12.504 15.962 25.102 -0.062 -0.093 0.571
Si 14.242 19.206 31.261 0.122 -0.12 -0.533
Si 2.41 6.077 29.863 0.072 0.191 -0.36
Si 11.392 15.183 27.891 0.085 -0.056 0.262
Si 10.142 8.547 27.292 0.279 0.071 0.225
Si 14.115 5.106 26.96 -0.064 -0.108 0.249
Si 5.363 8.849 26.928 -0.065 -0.011 0.155
Si 8.98 14.128 31.515 0.098 -0.174 -0.656
Si 6.754 6.32 26.552 -0.077 0.051 0.378
Si 14.347 15.096 28.858 -0.003 0.068 -0.243
Si 15.988 5.326 31.248 -0.03 -0.098 -0.698
Si 9.282 17.283 29.129 -0.106 0.039 -0.519
Si 14.203 13.262 31.086 -0.193 0.333 -0.502
Si 4.489 17.513 31.918 0.162 0.008 -0.356
Si 16.06 10.878 31.144 0.047 -0.112 -0.681
Si 11.254 4.483 26.28 0.277 0.149 0.409
Si 12.629 8.979 25.702 -0.404 -0.277 0.03
Si 4.854 14.732 28.833 0.144 -0.031 -0.264
Si 11.238 13.055 29.978 0.047 0.069 -0.412
Si 7.892 11.191 24.197 0.206 -0.06 0.327
Si 15.192 7.228 25.182 -0.371 -0.194 0.581
Si 1.663 16.16 31.424 -0.318 -0.029 -0.651
Si 8.401 8.492 31.217 -0.003 -0.045 -0.538
Si 6.021 10.375 31.026 -0.191 0.073 -0.54
Si 5.266 2.874 24.07 0.13 -0.156 0.413
Si 11.759 4.608 31.085 -0.11 0.156 -0.535
Si 2.96 10.705 26.484 0.341 -0.151 0.304
Si 2.93 13.719 30.884 0.012 -0.199 -0.615
Si 6.109 17.551 29.234 0.036 -0.09 -0.453
Si 17.016 9.293 24.744 0.189 0.152 0.737
Si 16.189 19.314 27.186 0.008 0.082 0.218
Si 13.608 8.909 31.18 -0.113 -0.008 -0.575
Si 17.324 14.774 24.95 0.021 -0.061 0.579
Si 8.635 6.575 28.896 0.002 -0.045 -0.182
Si 4.42 6.311 31.878 0.067 0.043 -0.598
Si 13.449 6.525 29.681 -0.028 -0.09 -0.486
Si 5.65 13.475 24.079 -0.227 0.156 0.336
Si 4.314 8.287 29.873 -0.144 0.105 -0.363
Si 1.685 11.501 29.051 -0.045 -0.037 -0.301
Si 14.563 11.183 25.018 -0.076 -0.027 0.556
Si 2.586 4.62 27.01 -0.148 -0.247 0.487
Si 9.897 3.891 28.919 -0.15 0.031 -0.287
Si 5.399 3.388 26.999 -0.034 0.192 0.349
Si 15.851 12.946 27.13 0.081 0.116 0.388
Si 10.856 10.445 31.294 -0.053 0.011 -0.42
Si 9.564 17.02 32.1 0.072 -0.077 -0.41
Si 15.89 17.469 29.519 -0.028 -0.028 -0.406
Si 8.041 10.633 27.246 -0.131 -0.223 0.387
Si 9.376 6.74 25.075 -0.171 -0.089 0.711
Si 3.071 5.233 24.125 -0.138 0.136 0.459
Si 3.64 13.839 26.203 -0.194 -0.189 0.449
Si 1.367 14.963 5.589 -0.012 -0.007 -0.014
Si 4.101 1.36 5.573 0.002 -0.022 -0.027
Si 1.357 4.088 5.545 0.02 0.025 -0.034
Si 4.085 6.772 5.573 -0.058 0.015 -0.017
Si 1.342 9.513 5.551 0.056 -0.035 -0.037
Si 4.084 12.221 5.591 0.028 0.017 -0.02
Si 6.819 14.952 5.576 0.004 0.01 -0.024
Si 9.558 1.342 5.556 -0.015 0.042 -0.038
Si 6.813 4.062 5.559 0.02 -0.04 -0.034
Si 9.546 6.783 5.527 0 0.004 -0.052
Si 6.796 9.507 5.565 -0.025 0.033 -0.036
Si 9.54 12.244 5.563 0.02 0.015 -0.033
Si 12.253 14.968 5.543 0.032 -0.019 -0.051
Si 14.957 1.381 5.554 0.014 -0.004 -0.04
Si 12.245 4.082 5.515 -0.019 0.012 -0.055
Si 14.967 6.78 5.527 -0.003 0.002 -0.048
Si 12.256 9.491 5.535 -0.021 -0.007 -0.033
Si 14.987 12.215 5.571 -0.043 -0.002 -0.03
Si 2.737 16.321 6.946 0.006 -0.01 0.005
Si 5.461 2.712 6.945 -0.004 0.001 0.011
Si 2.714 5.428 6.939 -0.01 0.033 0.02
Si 5.445 8.142 6.937 0.016 -0.005 0.011
Si 2.713 10.857 6.94 0.006 0.004 -0.004
Si 5.456 13.589 6.945 0.008 -0.023 -0.005
Si 8.187 16.314 6.935 -0.017 -0.011 0.007
Si 10.902 2.724 6.914 -0.017 0.005 0.014
Si 8.184 5.428 6.914 0.005 0.002 -0.002
Si 10.896 8.14 6.914 0.011 -0.01 0.015
Si 8.171 10.873 6.925 0.001 -0.011 -0.003
Si 10.903 13.603 6.928 -0.023 -0.006 0.011
Si 13.609 16.324 6.924 -0.003 -0.002 0.003
Si 16.326 2.727 6.927 -0.004 -0.005 0.005
Si 13.607 5.427 6.904 0.013 -0.023 0.017
Si 16.314 8.141 6.918 -0.005 0.023 0.004
Si 13.607 10.855 6.92 -0.015 0.036 0.011
Si 16.331 13.587 6.946 0.016 -0.003 0.005
Si 1.366 1.362 8.303 -0.006 -0.026 -0.002
Si 4.086 4.071 8.305 -0.005 -0.019 0.002
Si 1.358 6.795 8.304 0.025 -0.006 -0.002
Si 4.082 9.502 8.309 -0.013 -0.009 0
Si 1.369 12.227 8.315 0.009 0.019 0.012
Si 4.096 14.953 8.313 0.014 0.016 0.003
Si 6.824 1.35 8.31 0.008 0.019 0.001
Si 9.538 4.071 8.297 -0.009 -0.013 -0.002
Si 6.821 6.785 8.296 0.001 0.017 0.009
Si 9.537 9.506 8.289 0.006 0.015 0.001
Si 6.815 12.226 8.31 -0.015 0.002 0.003
Si 9.539 14.951 8.308 -0.003 -0.002 0.005
Si 12.253 1.364 8.298 0.014 0.003 0.001
Si 14.964 4.082 8.298 0.025 0.02 0.003
Si 12.254 6.783 8.291 -0.03 0.002 -0.001
Si 14.963 9.5 8.299 -0.002 -0.011 0.001
Si 12.255 12.227 8.294 0.004 -0.005 0
Si 14.964 14.956 8.301 -0.014 -0.027 -0.002
Si 16.329 16.314 9.673 0.013 0.005 0
Si 2.729 2.713 9.681 0.01 0.013 0.005
Si 16.323 5.435 9.679 -0.009 0.006 -0.001
Si 2.721 8.147 9.681 0.001 0.005 0.002
Si 16.323 10.863 9.676 0.005 0.003 -0.002
Si 2.733 13.59 9.681 0.001 -0.011 0.008
Si 5.459 16.312 9.683 -0.001 -0.015 0.001
Si 8.182 2.713 9.677 -0.011 0 0.001
Si 5.454 5.43 9.672 -0.006 -0.003 -0.004
Si 8.178 8.149 9.671 -0.007 -0.006 0
Si 5.448 10.865 9.677 0.014 0.01 0
Si 8.177 13.589 9.68 0.003 -0.011 0.007
Si 10.899 16.316 9.675 -0.018 0.002 -0.001
Si 13.614 2.717 9.676 -0.003 -0.018 -0.001
Si 10.896 5.43 9.673 0.008 0 -0.005
Si 13.608 8.141 9.674 0.005 0.011 0.002
Si 10.894 10.866 9.669 -0.014 0.004 0.002
Si 13.612 13.587 9.671 -0.003 0.009 0.002
Si 1.37 14.952 11.048 0.003 -0.006 0.003
Si 4.092 1.35 11.053 -0.003 -0.001 0.001
Si 1.367 4.074 11.05 0.011 -0.008 -0.003
Si 4.089 6.788 11.046 0.002 0.005 0
Si 1.362 9.509 11.053 0.004 0.007 0.002
Si 4.09 12.227 11.054 0.007 0.005 0.002
Si 6.816 14.949 11.055 -0.006 0.005 0
Si 9.538 1.351 11.051 0.005 -0.002 0.001
Si 6.815 4.069 11.047 0 -0.006 0.001
Si 9.537 6.789 11.049 -0.005 0.009 -0.002
Si 6.815 9.506 11.047 -0.003 -0.005 -0.003
Si 9.537 12.225 11.049 -0.01 0.006 0
Si 12.255 14.948 11.045 0.006 -0.009 -0.003
Si 14.972 1.353 11.048 -0.003 0.004 0.001
Si 12.256 4.074 11.052 -0.013 0.002 -0.002
Si 14.966 6.79 11.058 0.008 -0.004 0.002
Si 12.253 9.506 11.047 0.001 -0.01 -0.001
Si 14.968 12.227 11.049 -0.001 0.003 0.002
Si 2.727 16.312 12.426 0.017 -0.005 0.002
Si 5.457 2.708 12.423 -0.004 0.015 -0.006
Si 2.727 5.433 12.424 0.006 -0.004 0
Si 5.448 8.149 12.418 0.003 -0.005 -0.008
Si 2.724 10.868 12.425 -0.007 0.002 0.002
Si 5.448 13.592 12.425 0.01 -0.014 -0.001
Si 8.18 16.308 12.425 -0.008 0.009 0.003
Si 10.899 2.711 12.422 0.006 -0.005 -0.007
Si 8.173 5.429 12.422 0 -0.007 -0.003
Si 10.901 8.144 12.426 -0.011 0.016 -0.004
Si 8.176 10.865 12.423 -0.009 0.001 -0.002
Si 10.899 13.585 12.42 -0.011 0 -0.003
Si 13.618 16.304 12.419 -0.013 -0.006 0
Si 16.33 2.713 12.425 0.004 -0.004 -0.002
Si 13.615 5.427 12.435 -0.011 0.007 0.004
Si 16.323 8.153 12.432 0.008 -0.002 0
Si 13.611 10.867 12.426 0.006 0.002 0.004
Si 16.332 13.587 12.42 0.003 0.008 -0.002
Si 1.362 17.67 13.8 -0.004 0.026 0.002
Si 4.091 4.07 13.789 0.01 -0.014 -0.001
Si 1.365 6.793 13.801 0.002 0.005 -0.001
Si 4.083 9.503 13.793 0.023 0.009 -0.005
Si 1.366 12.229 13.8 0.018 -0.019 -0.001
Si 4.084 14.951 13.801 -0.022 0.018 0.002
Si 6.817 17.667 13.799 0.012 -0.026 -0.003
Si 9.535 4.067 13.793 -0.017 0.015 -0.005
Si 6.807 6.79 13.789 -0.026 0.023 -0.002
Si 9.546 9.509 13.796 -0.002 -0.023 -0.013
Si 6.807 12.227 13.791 0.007 0.014 -0.002
Si 9.545 14.947 13.794 0.008 -0.023 -0.001
Si 12.264 17.669 13.788 -0.015 0.008 -0.007
Si 14.979 4.069 13.809 0.014 -0.015 0.002
Si 12.258 6.786 13.811 0.015 -0.013 -0.003
Si 14.968 9.513 13.811 -0.018 0.006 0.001
Si 12.255 12.228 13.801 -0.013 0.016 -0.005
Si 14.976 14.945 13.797 0.009 -0.004 -0.001
Si 16.326 16.306 15.179 0.008 -0.013 -0.002
Si 2.725 2.717 15.16 0.01 -0.007 -0.014
Si 16.329 5.442 15.186 -0.002 -0.006 -0.008
Si 2.725 8.148 15.177 -0.012 0.002 0.004
Si 16.33 10.874 15.184 0.017 0.032 -0.012
Si 2.715 13.595 15.176 0.028 -0.011 0.006
Si 5.452 16.308 15.17 0.009 0.018 0.003
Si 8.18 2.708 15.171 0.009 0.014 0.01
Si 5.443 5.432 15.165 0.019 -0.009 0.004
Si 8.178 8.146 15.15 0.017 0.009 -0.024
Si 5.433 10.874 15.159 -0.027 -0.042 -0.008
Si 8.182 13.58 15.156 -0.03 0.008 0.006
Si 10.908 16.313 15.161 0.009 0.012 -0.012
Si 13.63 2.688 15.172 -0.039 0.007 -0.01
Si 10.901 5.41 15.173 -0.021 0.004 -0.009
Si 13.611 8.153 15.191 -0.002 0.012 -0.001
Si 10.904 10.864 15.182 -0.001 -0.001 0.003
Si 13.62 13.584 15.172 -0.009 -0.024 -0.035
O 5.337 16.478 32.843 -0.058 -0.055 0.283
O 17.29 14.384 23.362 0.057 -0.011 -0.788
O 5.466 5.455 32.746 0.17 -0.129 0.165
O 10.67 11.035 32.81 0.113 0.049 0.521
O 15.651 3.725 31.277 0.144 -0.149 0.016
O 14.6 12.343 23.845 0.018 -0.022 -0.51
O 1.679 10.215 25.639 -0.377 0.008 -0.288
O 1.708 14.762 30.577 0.127 0.209 0.357
O 16.673 11.141 32.625 0.35 0.027 0.615
O 10.833 13.516 22.622 0.093 0.189 -0.361
O 9.998 17.393 30.58 -0.008 0.151 0.547
O 6.567 3.348 23.226 0.112 -0.053 -0.26
O 9.925 6.571 33.564 0.16 0.013 0.423
O 15.471 17.347 33.676 0.083 -0.152 0.244
O 14.221 13.188 32.701 0.158 -0.1 0.663
O 13.721 18.899 32.766 -0.045 0.06 0.553
O 13.528 5.316 22.608 0.078 -0.023 -0.552
O 8.169 16.333 22.54 0.062 0.001 -0.389
O 5.483 8.181 22.62 -0.005 -0.062 -0.42
O 2.983 13.52 32.491 0.096 0.135 0.631
O 10.909 16.789 32.978 0.213 -0.026 0.278
O 6.337 14.715 23.304 0.179 0.049 -0.109
O 17.499 15.845 32.943 -0.241 -0.232 0.661
O 12.817 15.624 28.589 0.052 0.173 0.125
O 8.082 8.26 32.792 0.016 -0.232 0.633
O 14.015 16.216 25.708 -0.051 -0.142 0.021
O 3.78 3.517 27.195 -0.151 -0.206 -0.35
O 7.387 6.958 27.926 -0.196 0.2 0.094
O 17.041 12.451 28.13 0.197 0.137 -0.256
O 10.539 14.101 31.018 -0.04 0.163 0.328
O 7.252 9.426 30.531 -0.021 -0.12 -0.108
O 2.83 10.91 22.564 0.095 -0.169 -0.437
O 2.605 5.545 28.342 0.169 -0.036 0.045
O 12.869 4.542 26.075 -0.04 0.132 -0.327
O 10.121 16.165 28.261 -0.179 -0.02 0.202
O 8.67 15.652 31.997 -0.105 0.135 0.294
O 7.904 11.95 28.185 -0.159 0.112 0.167
O 4.504 12.026 33.848 0.117 -0.171 -0.098
O 4.237 9.741 26.155 -0.178 0.272 -0.218
O 5.213 16.31 28.658 -0.213 0.12 -0.048
O 12.033 6.044 30.348 -0.116 0.08 0.142
O 6.02 4.907 26.9 0.175 0.084 0.051
O 3.412 5.371 30.961 0.31 0 0.329
O 6.196 11.817 30.283 -0.076 -0.027 0.169
O 11.617 4.735 32.693 -0.253 0.053 0.806
O 10.582 3.202 25.551 -0.286 -0.253 -0.36
O 4.335 14.36 30.332 0.053 -0.049 0.35
O 8.134 5.282 22.46 -0.11 0 -0.219
O 4.567 9.767 30.531 0.052 -0.034 0.113
O 12.788 12.855 30.391 0.039 -0.018 0.279
O 9.269 9.777 27.903 -0.092 0.123 -0.016
O 16.327 5.757 32.786 0.199 0.072 0.811
O 5.482 17.981 30.688 -0.335 0.141 0.414
O 14.807 17.393 23.556 -0.27 -0.038 -0.559
O 8.666 4.95 28.83 0.112 0.019 -0.164
O 1.334 8.917 23.307 0.225 0.025 -0.409
O 15.084 7.139 23.558 -0.089 0.032 -0.546
O 10.007 7.27 28.312 0.15 0.151 -0.204
O 10.419 3.932 30.454 -0.018 0.061 0.369
O 16.662 16.242 25.139 0.113 0.148 -0.229
O 6.632 9.814 27.239 0.248 0.03 0.193
O 7.919 6.063 25.433 0.196 -0.219 -0.328
O 11.957 3.352 23.308 0.147 -0.089 -0.129
O 4.759 8.3 28.326 -0.091 0.038 0.07
O 3.24 12.259 26.124 0.053 0.115 -0.1
O 3.607 6.566 23.375 0.013 0.035 -0.296
O 8.411 7.068 30.418 0.144 0.119 0.366
O 7.199 20.13 33.614 0.087 -0.04 0.525
O 16.417 2.818 22.619 0.166 0.018 -0.468
O 3.953 18.742 32.855 -0.092 0.362 0.443
O 9.743 18.219 23.37 0.033 -0.17 -0.391
O 12.402 9.982 31.186 -0.056 0.295 -0.02
O 13.099 10.497 25.312 0.147 0.548 -0.399
O 1.707 4.693 23.414 -0.205 0.059 -0.122
O 12.571 14.901 33.639 0.071 -0.242 0.687
O 12.458 9.442 33.993 -0.079 0.218 0.214
O 4.596 17.864 23.415 -0.213 0.057 -0.095
O 2.637 12.374 30.03 0.131 0.099 0.316
O 5.737 7.511 26.052 0.073 0.004 -0.051
O 3.557 7.29 32.86 -0.323 0.216 0.512
O 14.722 13.822 27.918 -0.043 -0.197 0.05
O 8.692 18.215 32.77 0.136 0.058 0.217
O 14.696 6.023 30.584 0.253 -0.008 0.309
O 16.638 18.503 28.518 0.196 0.033 0.27
O 4.392 12.87 23.242 0.107 -0.173 -0.133
O 4.189 4.075 24.001 0.047 0.157 0.129
O 13.956 8.051 25.874 0.469 -0.172 0.153
O 5.1 14.028 25.518 0.476 -0.02 -0.506
O 10.536 11.591 30.158 -0.03 -0.364 0.199
O 17.205 5.739 30.254 -0.383 -0.215 0.153
O 12.549 15.109 23.716 0.011 -0.241 -0.653
O 1.803 3.875 33.527 -0.058 0.133 0.461
O 2.545 14.778 25.467 0.156 0.304 -0.188
O 14.949 3.925 27.694 -0.17 -0.187 -0.031
O 16.625 7.924 25.552 -0.081 -0.018 -0.137
O 9.65 7.037 23.509 0.089 -0.042 -0.658
O 9.46 8.17 25.858 -0.072 0.08 -0.457
O 1.869 9.206 33.525 -0.115 0.129 0.455
O 13.003 3.685 30.595 0.161 -0.044 -0.054
O 6.163 13.826 28.511 0.065 0.01 0.054
O 15.446 16.248 28.531 0.212 -0.067 0.222
O 5.707 18.895 25.617 0.159 -0.174 -0.34
O 6.122 10.455 32.639 0.083 -0.068 0.717
O 11.07 13.66 28.454 -0.238 0.095 0.096
O 13.642 7.862 32.448 -0.106 -0.39 0.792
O 5.217 7.238 30.768 -0.055 -0.321 0.174
O 2.831 5.566 25.707 0.113 0.041 -0.355
O 6.89 14.629 33.82 0.363 0.177 0.414
O 2.767 7.696 29.889 0.169 0.146 0.321
O 9.405 18.748 28.426 0.135 0.038 0.143
O 3.703 14.339 27.752 -0.149 0.168 0.083
O 17.499 3.844 26.758 0.139 0.086 -0.32
O 11.709 8.969 27.074 0.053 -0.178 0.072
O 6.734 12.307 24.288 0.149 -0.119 -0.07
O 2.633 10.591 28.082 -0.219 -0.052 0.275
O 7.265 9.839 23.518 -0.134 -0.235 -0.325
O 7.667 17.011 29.273 0.146 -0.138 0.331
O 17.159 10.487 29.999 -0.14 -0.283 0.226
O 2.752 16.237 22.595 0.111 0.184 -0.735
O 10.586 5.828 25.674 -0.109 -0.019 -0.34
O 11.616 15.202 26.27 0.078 0.207 -0.625
O 15.031 9.653 31.245 -0.078 0.059 0.426
O 9.856 9.198 31.028 0.111 0.075 -0.08
O 15.055 11.693 26.486 -0.375 -0.374 -0.135
O 16.497 13.74 25.88 0.199 -0.006 -0.152
O 13.477 8.143 29.742 0.245 0.043 0.211
O 14.516 17.948 30.258 0.055 0.302 0.151
O 8.727 13.136 32.779 -0.184 0.093 0.631
O 15.621 10.077 24.462 -0.183 -0.011 -0.484
O 8.095 13.664 30.236 0.138 0.114 0.46
O 11.057 4.373 27.891 0.034 -0.103 -0.058
O 16.954 17.14 30.674 0.04 0.262 0.375
O 3.148 16.808 31.338 -0.043 0.139 0.235
O 6.016 18.849 28.24 0.151 0.003 0.019
O 11.86 17.406 24.759 0.117 0.225 -0.028
O 8.449 10.976 25.712 -0.008 0.318 -0.431
O 13.385 10.687 22.365 -0.074 0.068 -0.043
O 9.134 11.689 23.277 0.123 -0.086 -0.255
O 15.604 18.422 25.96 -0.291 -0.223 -0.144
O 13.564 6.099 28.119 0.183 -0.131 0.052
O 15.161 5.782 25.919 0.305 0.02 -0.464
O 15.337 12.22 30.581 -0.131 0.057 0.181
O 14.54 14.734 30.448 0.116 0.023 0.224
H 11.504 9.06 22.88 -0.114 -0.135 0.08
H 11.815 8.377 24.649 0.035 0.134 -0.069

Results
total energy: -101252.220 eV
total energy less fixed offsets of H -15.91, O -438.35, Si -107.03 eV per atom: -5.550 eV
